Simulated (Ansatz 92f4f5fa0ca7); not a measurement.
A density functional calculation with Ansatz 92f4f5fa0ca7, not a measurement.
Periodic cell of 414 atoms, Si266O148, from a study of silicon, its oxide and their interface. The atomic structure is a simulated model.
Doubt: the cutoff is far below the 930 eV that the study's wrapper takes by default for these files, so forces and energies are approximate.
This geometry differs little from another in the collection (a relaxation step or a small displacement).

Settings: functional PBE; potential files Ansatz PAW; basis plane waves; wave-function cutoff 580 eV; density cutoff ratio 5; exchange-correlation grid ratio 1; k mesh 1 x 1 x 1, Gamma-centred; self-consistency stop 5e-08 eV per atom in the density residual; occupations fixed; spin none; net charge 0.

Cell vectors (angstrom)
a	15.4687	0	0
b	0	12.8259	0
c	0	0	36.4876

Atoms and the computed forces on them: element, x, y, z (angstrom), force x, y, z (eV/angstrom)
Si	0.048	1.189	33.815	0.007	-0.003	-0.021
Si	3.897	1.179	33.769	0.013	-0.01	-0.019
Si	7.716	1.173	33.748	-0.001	0.002	-0.015
Si	11.61	1.185	33.824	-0.02	0.003	-0.017
Si	1.892	7.57	33.836	0.027	-0.021	-0.016
Si	5.755	7.58	33.798	0.017	-0.012	-0.025
Si	9.665	7.573	33.851	-0.003	0.025	-0.001
Si	13.553	7.574	33.834	-0.016	-0.036	-0.009
Si	1.934	5.247	34.221	-0.058	0.031	0.165
Si	5.801	5.247	34.221	-0.009	-0.244	-0.261
Si	9.668	5.247	34.221	-0.099	-0.246	-0.242
Si	13.535	5.247	34.221	0.13	0.18	0.082
Si	0	11.66	34.221	0.119	0.312	0.37
Si	3.867	11.66	34.221	-0.211	0.176	-0.411
Si	7.734	11.66	34.221	-0.045	0.205	-0.015
Si	11.602	11.66	34.221	-0.045	0.247	0.149
Si	0	4.664	35.457	0.035	-0.082	0.003
Si	3.867	4.664	35.457	0.043	-0.02	-0.016
Si	7.734	4.664	35.457	-0.019	0.037	-0.003
Si	11.602	4.664	35.457	0.005	-0.085	-0.083
Si	1.934	11.077	35.457	-0.014	0.054	0.024
Si	5.801	11.077	35.457	0.051	-0.054	-0.1
Si	9.668	11.077	35.457	0.006	0.03	-0.032
Si	13.535	11.077	35.457	0.017	0.039	0.018
Si	0	2.332	35.87	0.126	0.058	0.148
Si	3.867	2.332	35.87	0.116	-0.013	-0.205
Si	7.734	2.332	35.87	-0.113	-0.091	-0.328
Si	11.602	2.332	35.87	-0.042	0.031	0.16
Si	1.934	8.745	35.87	-0.072	0.048	0.136
Si	5.801	8.745	35.87	-0.092	-0.052	0.002
Si	9.668	8.745	35.87	-0.033	0.027	0.288
Si	13.535	8.745	35.87	0.047	0.068	0.135
Si	1.934	1.749	0.619	0.04	-0.031	-0.009
Si	5.801	1.749	0.619	0.024	0.039	-0.043
Si	9.668	1.749	0.619	0.051	0.009	-0.046
Si	13.535	1.749	0.619	0.006	-0.008	-0.011
Si	0	8.162	0.619	0.042	0.041	0.03
Si	3.867	8.162	0.619	-0.027	0.007	-0.007
Si	7.734	8.162	0.619	0.021	-0.002	-0.005
Si	11.602	8.162	0.619	-0.008	0.047	0.016
Si	0	5.83	1.031	-0.041	0.104	0.084
Si	3.867	5.83	1.031	-0.012	-0.054	-0.061
Si	7.734	5.83	1.031	0.014	0.007	0.038
Si	11.602	5.83	1.031	-0.013	-0.017	-0.041
Si	1.934	12.243	1.031	0.032	-0.033	-0.002
Si	5.801	12.243	1.031	-0.054	0.059	0.071
Si	9.668	12.243	1.031	-0.012	0.031	0.049
Si	13.535	12.243	1.031	-0.036	0.005	0.003
Si	1.934	5.247	2.268	0.362	-0.012	-0.014
Si	5.801	5.247	2.268	-0.096	0.009	0.082
Si	9.668	5.247	2.268	0.039	-0.07	-0.216
Si	13.535	5.247	2.268	-0.057	-0.077	-0.158
Si	0	11.66	2.268	0.043	-0.036	-0.065
Si	3.867	11.66	2.268	-0.013	0.069	0.142
Si	7.734	11.66	2.268	0.06	0.08	0.226
Si	11.602	11.66	2.268	0.052	0.012	0.092
Si	1.934	2.915	2.68	-0.046	0.102	0.054
Si	5.801	2.915	2.68	-0.019	-0.115	-0.055
Si	9.668	2.915	2.68	-0.077	-0.07	-0.024
Si	13.535	2.915	2.68	-0.019	-0.007	-0.026
Si	0	9.328	2.68	-0.043	-0.101	0.013
Si	3.867	9.328	2.68	0.009	0.041	0.051
Si	7.734	9.328	2.68	-0.029	0.068	0.108
Si	11.602	9.328	2.68	-0.001	0.004	-0.026
Si	-1.892	-1.641	31.045	-0.016	0.035	0.019
Si	6.041	5.901	25.266	0.054	-0.065	-0.015
Si	-0.002	-2.582	16.464	-0.012	0.009	0.095
Si	9.39	6.017	21.934	0.094	0.011	-0.002
Si	2.08	10.176	22.095	-0.091	0.02	-0.027
Si	-0.113	7.403	25.409	-0.035	-0.025	0.108
Si	5.149	8.261	26.689	-0.018	-0.025	0.139
Si	11.707	3.432	28.93	0.015	-0.035	0.045
Si	-1.882	4.149	27.679	0.063	0.016	-0.015
Si	-0.748	4.87	23.733	-0.002	-0.046	-0.031
Si	14.935	0.544	27.179	0.003	0.059	0.047
Si	16.455	2.918	20.795	0.025	0.083	-0.097
Si	5.743	8.399	29.739	0.004	-0.058	-0.106
Si	4.767	5.959	22.458	-0.079	-0.065	-0.003
Si	11.768	13.843	29.321	-0.056	-0.029	-0.046
Si	11.994	13.202	24.989	0.139	-0.158	-0.132
Si	7.698	-1.871	24.199	0.021	-0.001	0.061
Si	5.574	7.35	18.605	0.022	-0.064	-0.027
Si	10.636	9.669	19.858	-0.002	-0.037	0.038
Si	17.699	4.299	27.431	-0.096	0.052	0
Si	1.942	13.454	30.466	0.028	0.022	0.001
Si	7.887	13.853	29.29	0.137	-0.154	-0.083
Si	5.769	10.711	30.822	-0.024	0.01	0.007
Si	11.481	7.113	30.597	-0.059	-0.004	-0.027
Si	-1.825	0.709	30.671	0.019	0.037	0.033
Si	1.55	5.554	21.845	-0.013	-0.027	-0.125
Si	5.791	0.31	30.248	-0.035	0.053	0.018
Si	9.793	3.894	27.599	0.072	0.039	0.017
Si	2.302	6.712	27.123	0.061	-0.052	0.082
Si	3.846	3.508	28.975	-0.016	-0.036	0.058
Si	9.785	13.24	30.528	0.024	0.083	0.085
Si	21.067	3.724	27.474	-0.005	0	-0.075
Si	1.796	-1.696	30.819	0.031	0.032	-0.011
Si	8.119	2.028	20.823	0.178	-0.02	-0.103
Si	7.705	3.38	28.675	0.007	0.025	-0.045
Si	12.867	-0.519	27.733	-0.003	0.029	-0.018
Si	0.846	10.176	28.784	-0.024	-0.024	0.005
Si	7.645	7.153	30.496	0.006	0.053	0.019
Si	9.6	8.078	29.461	0.082	-0.021	-0.044
Si	13.825	10.224	28.921	0.096	-0.02	0.011
Si	0.172	3.706	28.77	0.045	0.016	-0.035
Si	3.723	7.285	30.422	-0.011	0.02	-0.058
Si	7.678	4.704	30.751	-0.026	0.005	-0.006
Si	11.598	4.716	30.921	-0.001	-0.016	0.011
Si	0.029	14.203	29.311	0.028	0.021	0.001
Si	5.247	11.269	25.789	0.053	0.021	-0.042
Si	9.652	10.864	30.944	-0.007	-0.158	-0.158
Si	9.394	14.712	25.299	-0.043	0.141	0.092
Si	1.95	4.166	32.136	0.01	0.025	-0.024
Si	5.794	4.105	32.084	0.014	0.009	-0.006
Si	9.627	4.099	32.089	-0.019	-0.03	-0.014
Si	13.563	4.162	32.133	-0.008	-0.003	-0.04
Si	0.007	10.515	32.212	-0.038	-0.04	0.001
Si	3.784	10.502	32.106	-0.015	0.013	-0.017
Si	7.69	10.449	32.198	-0.027	-0.033	-0.023
Si	11.617	10.495	32.189	-0.012	-0.022	-0.031
Si	1.967	1.802	32.532	-0.001	0.013	-0.019
Si	5.789	1.664	32.377	0.009	-0.04	-0.015
Si	9.693	1.723	32.536	-0.022	-0.015	0.03
Si	13.567	1.857	32.673	-0.023	-0.011	0.003
Si	-0.007	8.191	32.583	0.013	0.007	-0.016
Si	3.776	8.194	32.597	0.014	0.014	0.039
Si	7.734	8.132	32.639	0.02	-0.005	0.033
Si	11.604	8.182	32.672	-0.038	-0.037	-0.001
Si	0	2.332	3.917	0.118	-0.209	-0.357
Si	3.867	2.332	3.917	0.375	0.276	0.311
Si	7.734	2.332	3.917	0.029	0.007	-0.228
Si	11.602	2.332	3.917	0.146	-0.005	-0.285
Si	1.934	8.745	3.917	0.097	0.012	0.432
Si	5.801	8.745	3.917	-0.113	0.068	0.227
Si	9.668	8.745	3.917	0.212	-0.066	-0.019
Si	13.535	8.745	3.917	-0.085	-0.138	-0.3
Si	2.053	6.405	4.337	-0.009	-0.009	-0.009
Si	5.83	6.413	4.346	0.011	0.001	0.017
Si	9.695	6.406	4.301	-0.01	-0.006	0.005
Si	13.514	6.408	4.31	-0.015	0.036	0.037
Si	0.026	12.818	4.318	0.001	0.007	0.057
Si	3.845	12.838	4.35	0.027	0.01	0.032
Si	7.752	12.827	4.373	-0.033	0.012	0.053
Si	11.655	12.84	4.339	0.007	0.01	0.028
Si	0.051	5.811	5.387	0.013	0.007	0.008
Si	3.986	5.883	5.742	-0.007	0.008	0.077
Si	7.788	5.867	5.552	0.012	0.054	-0.003
Si	11.582	5.794	5.582	-0.038	-0.013	0.044
Si	1.919	12.221	5.606	0.052	-0.081	-0.022
Si	5.768	12.3	5.606	-0.001	-0.04	-0.053
Si	9.742	12.273	5.59	-0.014	-0.058	-0.081
Si	13.599	12.203	5.567	-0.019	-0.009	0.014
Si	0.057	3.533	5.903	-0.049	0.005	-0.027
Si	4.092	3.503	6.044	0.048	-0.069	0.014
Si	7.842	3.459	5.967	0	0.011	0.024
Si	11.644	3.409	5.99	0.01	-0.046	0
Si	1.933	9.88	6.067	-0.011	0	-0.009
Si	5.748	9.973	5.981	-0.027	0.032	0.014
Si	9.722	9.974	5.938	0.02	0.035	-0.029
Si	13.556	9.876	5.947	0.029	0.01	-0.033
Si	2.719	3.321	13.872	0.003	-0.015	-0.005
Si	7.07	4.219	9.193	-0.059	-0.004	-0.058
Si	9.717	2.667	7.176	-0.005	-0.009	0.026
Si	13.638	2.795	7.106	0.014	-0.027	0.02
Si	-0.05	9.227	7.238	0.03	-0.013	0.015
Si	1.987	3.977	9.088	0.056	-0.097	0.03
Si	7.757	9.7	7.173	-0.016	-0.039	-0.016
Si	11.601	7.089	7.581	0.057	0.001	-0.027
Si	-1.866	6.36	8.464	-0.009	-0.015	-0.071
Si	4.088	7.056	7.939	0.052	-0.03	-0.028
Si	1.983	6.306	8.827	-0.055	-0.067	-0.028
Si	7.856	7.279	7.467	0.015	-0.003	-0.043
Si	3.285	10.838	9.29	-0.224	-0.009	-0.216
Si	5.909	13.253	7.804	-0.014	-0.01	0.006
Si	11.436	10.117	12.139	-0.046	-0.055	-0.035
Si	7.728	11.729	8.637	-0.025	0.054	-0.064
Si	1.531	7.836	17.603	-0.159	-0.161	0.05
Si	6.089	2.854	7.403	0.006	-0.019	0.083
Si	11.647	9.409	7.228	0.024	0.076	0.011
Si	15.617	6.895	7.408	0.035	-0.008	-0.049
Si	3.718	13.076	8.799	0.303	-0.113	0.654
Si	6.297	6.525	9.022	-0.005	0.025	0.001
Si	7.938	16.932	23.789	-0.048	0.056	0.051
Si	13.686	13.301	7.666	0.023	-0.037	0.01
Si	6.621	3.524	11.357	-0.042	0.06	-0.264
Si	9.658	6.388	8.698	-0.016	0.076	0.118
Si	12.288	1.394	10.935	-0.006	0.004	-0.006
Si	15.447	3.853	10.353	0.012	0.012	0.011
Si	3.869	9.397	7.405	0.021	0.037	0.014
Si	6.5	12.077	13.013	-0.053	-0.082	-0.082
Si	8.301	14.632	13.323	-0.072	0.001	-0.011
Si	16.521	11.085	10.237	-0.023	0.026	-0.041
Si	2.029	2.97	7.02	0.088	0.052	0.061
Si	6.276	6.104	13.069	0.073	-0.016	-0.03
Si	13.507	4.104	9.01	-0.053	0.007	0
Si	9.529	4.073	9.009	-0.048	-0.068	-0.098
Si	1.073	7.666	13.319	-0.046	-0.151	0.014
Si	12.36	10.479	9.268	-0.039	-0.116	0.116
Si	9.707	13.103	7.83	-0.025	-0.067	0.046
Si	15.602	13.085	9.146	0.022	0.095	-0.021
Si	0.432	1.417	13.906	-0.021	0.098	-0.058
Si	11.554	3.618	10.321	0.122	0.15	0.201
Si	11.016	-4.89	14.121	0.103	-0.016	-0.019
Si	16.068	6.19	10.748	-0.028	0.074	0.042
Si	1.862	13.58	7.547	-0.141	-0.171	0.008
Si	1.892	10.522	12.545	0.057	-0.046	-0.019
Si	7.791	7.482	10.718	-0.092	-0.046	-0.154
Si	8.899	7.739	16.436	0.112	0.012	-0.01
O	12.338	1.509	20.603	-0.038	-0.059	0.03
O	9.89	11.756	22.104	0.041	0.113	0.022
O	26.494	15.384	18.547	-0.049	-0.052	-0.017
O	-7.017	11.457	25.591	-0.043	-0.022	0.034
O	-5.899	-11.736	12.597	-0.04	-0.025	0.003
O	20.501	-16.292	15.819	0.001	-0.013	-0.082
O	11.929	-5.928	26.573	0.021	-0.039	0.023
O	6.069	13.398	17.698	0.024	0.012	0.027
O	3.332	3.616	10.051	-0.077	0.001	-0.059
O	11.889	4.052	20.6	-0.018	-0.063	-0.01
O	12.733	1.831	25.235	-0.043	-0.037	-0.027
O	16.843	6.26	17.189	0.05	0.103	0.003
O	7.512	6.969	15.999	-0.022	-0.045	0.05
O	-2.354	6.941	18.149	-0.03	0.024	-0.007
O	11.708	4.724	11.572	0.019	-0.09	-0.072
O	0.813	22.409	21.273	0.019	0.048	0.036
O	6.07	4.69	16.123	0.081	0.031	-0.034
O	15.429	0.995	12.395	-0.081	0.004	-0.092
O	10.264	23.498	18.597	-0.036	0.029	-0.04
O	27.909	11.024	22.414	0.054	0.002	-0.001
O	41.474	9.018	12.971	-0.025	0.025	-0.08
O	20.972	5.718	18.562	0.025	-0.061	0.036
O	-14.029	7.002	25.728	0.018	0.009	0.004
O	10.685	11.565	12.135	-0.054	-0.007	-0.03
O	21.7	11.243	14.392	0.019	-0.005	-0.035
O	24.362	20.171	22.71	-0.026	0.02	0.013
O	24.556	18.963	20.325	-0.054	0.004	-0.057
O	20.423	18.487	24.065	-0.023	0.013	0.048
O	5.873	23.75	18.929	0.041	0.033	0.056
O	9.887	-5.312	15.188	0.008	-0.035	-0.005
O	21.245	17.822	21.574	0.011	-0.061	-0.006
O	-6.14	8.695	20.011	-0.001	0.058	-0.001
O	19.307	16.879	17.441	0.111	0.04	0.045
O	11.953	8.786	19.49	-0.013	0.032	-0.02
O	-9.354	20.325	25.607	0.01	0.069	-0.024
O	27.704	-4.16	14.941	0.015	0.003	0.011
O	-0.91	11.32	24.071	-0.099	0.075	-0.105
O	-21.23	-5.029	27.829	-0.003	-0.018	0.015
O	8.393	25.687	28.001	-0.064	0.109	0.021
O	5.964	17.567	12.223	-0.067	0.043	0.11
Si	10.94	10.495	22.046	-0.035	-0.155	-0.093
Si	19.329	4.849	30.905	0.027	-0.007	0.006
Si	7.377	10.474	10.726	-0.104	0.056	-0.196
Si	6.169	16.205	21.777	-0.278	0.191	0.224
Si	19.345	28.055	11.018	-0.098	-0.097	-0.128
Si	17.158	7.88	29.117	-0.037	-0.01	-0.015
Si	17.631	11.681	14.658	-0.009	-0.063	0.04
Si	-3.963	3.167	17.108	0.131	0.116	0.081
Si	14.439	5.96	14.513	-0.044	-0.109	0.065
Si	6.338	11.78	17.581	0.005	-0.078	-0.075
Si	-1.692	14.027	16.256	0.018	0.037	0.035
Si	13.297	12.086	23.337	-0.03	-0.046	0.056
Si	-8.324	5.542	15.219	-0.043	0.015	0.017
Si	-5.174	6.911	26.58	0.042	-0.024	0.182
Si	8.704	20.197	19.318	0.049	-0.077	-0.02
Si	19.16	12.595	21.378	-0.159	0.074	0.011
Si	17.856	0.985	18.909	-0.117	0.109	0.002
Si	3.425	2.254	22.697	-0.077	0.009	-0.021
Si	-2.399	7.626	19.608	0.048	-0.113	-0.06
Si	15.247	12.544	18.423	0.025	0.05	-0.046
Si	13.9	13.933	20.911	0.081	0.105	-0.136
Si	5.402	4.435	17.584	-0.16	-0.028	-0.009
Si	3.798	1.043	29.053	-0.034	-0.079	-0.023
Si	7.762	12.607	26.533	0.01	-0.101	0.02
Si	0.349	10.457	24.672	0.209	0.04	0.218
Si	13.274	6.56	27.476	-0.033	0.077	-0.014
Si	-7.203	11.968	22.167	-0.034	0.064	0.008
Si	12.46	18.735	12.382	0.037	0.015	-0.124
Si	2.939	0.087	26.828	-0.054	0.016	-0.025
Si	4.47	8.072	16.656	-0.053	-0.014	0.038
Si	7.031	14.698	17.943	-0.007	0.034	0.004
Si	3.327	15.685	25.777	0.002	0.001	0.145
Si	12.902	-2.699	14.593	-0.071	-0.129	0.035
Si	-0.093	7.119	30.479	-0.021	0.017	0.009
Si	16.011	-7.896	16.734	-0.07	-0.024	0.056
Si	9.347	10.799	17.234	0.035	-0.103	-0.021
Si	14.184	7.513	10.353	-0.129	-0.167	0.106
Si	10.98	25.936	12.608	0.143	0.027	-0.045
Si	3.616	6.442	14.268	-0.136	-0.106	-0.088
Si	11.215	2.629	20.174	0.045	0.121	-0.027
Si	8.799	2.915	15.429	0.085	0	0.006
Si	-2.114	-4.986	29.426	0.048	-0.046	-0.045
Si	9.387	8.415	23.83	0.008	-0.039	-0.004
Si	13.216	5.642	17.205	0.074	-0.045	0.003
Si	15.509	4.786	30.874	-0.003	0.031	-0.03
Si	-3.16	18.072	21.615	-0.025	0.037	-0.036
Si	11.704	24.781	15.391	0.076	0.09	-0.009
Si	0.984	-1.283	26.787	0.029	0.048	-0.02
Si	-9.475	10.697	20.571	0.004	0.014	-0.037
Si	5.177	10.99	15.63	-0.131	0.068	-0.091
Si	2.899	2.926	16.759	-0.078	0.04	-0.008
Si	14.781	14.45	10.987	0.028	0.01	0.073
Si	-0.776	9.734	9.48	0.025	0.056	-0.014
Si	4.787	8.702	21.184	-0.119	-0.165	0.193
Si	11.82	12.807	9.017	-0.039	0.032	-0.045
Si	16	8.189	20.5	-0.006	-0.083	-0.033
Si	14.032	2.585	25.908	0.04	0.212	0.031
Si	4.504	10.704	11.28	0.042	0.202	-0.04
O	17.937	-11.342	26.073	0.016	-0.033	0.06
O	7.948	0.719	21.823	-0.02	-0.051	-0.007
O	18.937	-2.866	12.327	-0.123	0.133	-0.114
O	5.124	-13.604	12.081	0.056	-0.043	0.082
O	9.228	19.578	10.308	-0.019	0.039	-0.032
O	17.122	10.388	23.662	-0.019	-0.016	-0.056
O	-1.062	25.668	19.79	-0.032	-0.018	0.065
O	1.327	23.79	15.874	0.072	-0.026	-0.058
O	-7.236	-3.744	10.648	0.042	-0.053	0.047
O	14.568	20.178	26.827	0.006	0.004	-0.016
O	20.012	7.935	19.747	0.017	0.012	0
O	12.892	10.262	12.93	0.04	-0.007	0.042
O	-7.564	15.021	16.605	0.02	0.007	0.009
O	-7.529	14.397	19.26	-0.016	-0.023	-0.075
O	14.574	-6.512	24.481	-0.002	0.068	-0.022
O	-0.549	0.939	17.384	-0.027	0	-0.021
O	14.897	-1.737	17.754	-0.012	-0.027	0
O	34.571	0.638	22.762	0.049	-0.031	-0.037
O	9.737	15.295	20.889	-0.025	-0.062	0.013
O	19.016	13.442	19.983	0.097	-0.042	0.044
O	12	12.19	26.299	-0.036	0.036	0.027
O	7.044	0.733	13.433	-0.004	0.024	0.027
O	-7.371	9.373	24.09	-0.057	0.059	-0.005
O	2.378	20.332	14.277	0.038	0.069	0.043
O	3.417	-9.829	24.144	0.029	0.014	0.021
O	12.804	6.518	20.751	-0.02	-0.032	0.041
O	5.499	2.354	11.146	-0.067	-0.062	0.046
O	-20.875	15.417	26.606	-0.029	-0.066	-0.085
O	-5.81	-3.085	29.655	-0.02	0.111	0.247
O	29.86	23.034	15.24	-0.064	-0.021	-0.071
O	23.45	-1.169	17.442	0.034	0.062	0.062
O	16.595	15.73	13.844	-0.005	-0.058	0
O	9.837	7.614	25.18	-0.017	-0.007	0.007
O	-5.181	11.568	16.131	-0.033	0.008	0.017
O	7.332	19.896	12.25	-0.014	0.018	0.089
O	13.317	6.177	15.669	0.033	0.039	-0.053
O	3.167	18.541	22.09	0.034	-0.019	0.029
O	0.155	5.048	15.147	-0.007	0.026	-0.022
O	1.49	-4.867	19.219	0.058	0.028	-0.02
O	9.11	15.949	24.297	0.02	-0.02	-0.04
O	3.017	1.477	17.493	0.02	-0.046	0.025
O	5.122	11.846	21.346	0.023	0.028	0.003
O	-4.525	-7.087	22.367	-0.035	0.002	-0.002
O	4.783	19.624	13.173	-0.026	0.079	0.015
O	-25.665	-5.325	22.207	-0.02	0.075	-0.066
O	1.509	27.9	19.424	0.024	-0.03	0.032
O	-10.817	28.384	21.716	0.079	-0.039	-0.052
O	15.27	21.74	24.824	-0.038	-0.122	-0.055
O	4.916	15.518	26.316	-0.036	0.097	0.002
O	18.918	13.803	10.333	0.029	0.008	-0.341
O	15.118	7.375	14.061	0.029	0.073	-0.062
O	7.656	11.337	12.098	0.016	-0.032	0.113
O	8.508	-8.071	22.416	-0.049	-0.066	-0.032
O	23.427	14.001	25.675	-0.027	0.057	0.002
O	20.251	-28.69	26.264	0.006	0.015	-0.052
O	22.583	-17.957	19.092	0.002	0.015	0.037
O	3.938	12.206	25.708	-0.004	-0.053	0.051
O	18.421	8.454	17.143	0.104	0.024	-0.044
O	-5.037	0.796	24.661	-0.042	0.005	-0.004
O	11.87	4.744	17.358	-0.078	-0.056	-0.025
O	-16.333	17.654	17.578	-0.008	0.009	-0.004
O	8.425	30.155	15.134	0.019	0.005	0.09
O	6.235	24.915	26.822	-0.01	0.019	-0.027
O	12.904	2.531	16.561	-0.007	-0.049	-0.015
O	-11.689	-5.434	26.829	-0.092	-0.034	-0.003
O	17.028	0.372	14.466	-0.024	-0.004	-0.002
O	28.481	7.186	11.513	-0.033	0.066	0.021
O	-17.214	18.083	13.221	0.043	0.02	-0.004
O	7.501	18.117	24.823	0.023	-0.011	0.019
O	10.357	15.755	15.973	-0.107	-0.005	-0.022
O	17.878	11.608	21.422	0.021	-0.016	-0.007
O	23.013	23.792	21.053	-0.004	0.052	-0.054
O	-2.719	25.583	16.367	-0.065	-0.04	0.028
O	13.48	4.784	22.657	0.022	-0.004	0.046
O	-4.886	-3.489	23.181	0.086	0.068	-0.015
O	14.474	8.311	19.996	0.026	0.051	0.029
O	19.202	-1.142	15.184	0.034	-0.042	0.021
O	14.551	1.4	14.831	0	-0.032	-0.002
O	5.955	21.213	28.093	-0.046	-0.008	0.005
O	9.794	5.349	26.773	-0.023	-0.091	0.026
O	-0.568	15.248	20.994	-0.056	-0.071	0.014
O	-1.507	13.226	22.371	0.014	-0.044	0.018
O	-12.099	-10.167	15.219	-0.007	0.006	-0.068
O	1.171	17.365	20.604	0.006	-0.035	0.043
O	-14.524	9.189	12.786	0.02	0.054	-0.007
O	3.382	9.215	21.885	0.069	-0.046	-0.008
O	8.799	-3.478	16.688	-0.039	0.055	0.019
O	15.795	8.718	16.936	0	0.057	-0.069
O	7.875	2.964	12.237	0.042	-0.065	0.098
O	16.834	32.205	12.163	0.017	0.067	0.137
O	24.857	7.062	17.854	-0.068	-0.012	-0.028
O	1.391	-25.939	18.698	-0.007	-0.026	0.002
O	21.119	-7.646	26.681	-0.041	-0.039	-0.007
O	-9.409	11.109	24.376	-0.005	-0.032	0.059
O	-4.077	-6.303	13.43	-0.05	0.047	0.028
O	22.106	16.047	23.365	0.062	-0.025	-0.061
O	5.838	35.483	10.861	0.031	0.146	-0.014
O	-14.073	16.387	16.867	0.033	-0.025	-0.021
O	-9.33	16.007	18.316	0.06	-0.001	0.048
O	-12.433	-7.899	14.004	0.069	0.097	0.03
O	11.469	13.041	14.171	-0.025	0.009	0.087
O	31.704	17.718	23.119	0.009	-0.028	0.045
O	11.626	-3.116	10.577	0.122	0.03	-0.099
O	17.419	2.483	22.034	0.022	-0.036	0.039
O	16.309	-18.666	21.554	-0.001	0.025	0.047
O	19.806	-6.108	15.717	-0.036	0.044	0.02
O	14.686	3.557	24.717	-0.027	-0.095	0.053
O	18.797	2.642	12.53	-0.027	-0.02	0.024

Results
free energy: -253263.459 eV
free energy less fixed offsets of O -568.88, Si -635.61 eV per atom: 3.041 eV

The program warned: the cutoff lies below the one the program advises for these potential files; the exchange-correlation potential is rough where the density is thin.
